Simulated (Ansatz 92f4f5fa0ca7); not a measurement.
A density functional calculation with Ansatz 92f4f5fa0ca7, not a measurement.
Periodic cell of 279 atoms, Si168O105H6, from a study of silicon, its oxide and their interface. The atomic structure is a simulated model.
Doubt: the cutoff is far below the 930 eV that the study's wrapper takes by default for these files, so forces and energies are approximate.

Settings: functional PBE; potential files Ansatz PAW; basis plane waves; wave-function cutoff 580 eV; density cutoff ratio 5; exchange-correlation grid ratio 1; k mesh 1 x 1 x 1, Gamma-centred; self-consistency stop 5e-08 eV per atom in the density residual; occupations fixed; spin none; net charge 0.

Cell vectors (angstrom)
a, 11.6015, 0, 0
b, 0, 13.3963, 0
c, 0, 0, 31.3058

Atoms and the computed forces on them: element, x, y, z (angstrom), force x, y, z (eV/angstrom)
Si, -0.0563, -0.0474, 24.4713, -0.0289, 0.0506, 1.5269
Si, 3.8623, -0.0787, 24.3372, -0.0312, 0.0116, -0.0912
Si, 7.6886, 0.044, 24.613, -0.01, 0.0832, -0.0552
Si, 1.8245, 3.2234, 24.1192, 0.018, -0.0265, -0.1169
Si, 5.8681, 3.4172, 24.5035, 0.0186, 0.0902, -0.0342
Si, 9.4882, 3.3617, 24.5077, -0.055, 0.0085, -0.0921
Si, -0.0468, 6.6817, 24.5068, 0.16, -0.171, 1.4964
Si, 3.8718, 6.6996, 24.2286, -0.0159, -0.0035, -0.1494
Si, 7.6623, 6.6894, 24.6786, 0.0567, -0.069, 1.5382
Si, 1.8076, 10.0168, 24.4088, -0.0311, -0.0041, -0.1371
Si, 5.8408, 10.1448, 24.6482, 0.0594, 0.0935, -0.0477
Si, 9.629, 9.8508, 24.5393, -0.006, -0.0262, -0.0349
Si, -0.0922, 2.2308, 25.126, -0.0079, -0.0872, 0.1222
Si, 3.8351, 2.2186, 24.9814, 0.02, -0.0348, 0.0496
Si, 7.6741, 2.2354, 25.4809, 0.0274, -0.0557, 0.1614
Si, 1.9395, 5.4884, 24.9997, -0.1351, 0.1114, 0.0712
Si, 5.689, 5.6034, 25.3319, 0.1515, 0.0375, 0.1657
Si, 9.6353, 5.5646, 25.3319, -0.037, 0.1208, 0.165
Si, -0.0077, 8.8777, 25.3746, -0.0128, -0.0487, 0.1603
Si, 3.8268, 8.9365, 25.0905, 0.0243, -0.0273, 0.0851
Si, 7.678, 8.9104, 25.4439, -0.0129, -0.1221, 0.1561
Si, 1.9119, 12.2557, 25.2052, -0.0607, 0.0458, 0.1461
Si, 5.7493, 12.348, 25.3949, -0.0019, -0.0575, 0.2038
Si, 9.6179, 12.1795, 25.1821, 0.0647, 0.0032, 0.1284
Si, -0.0234, 2.2358, 27.57, 0.0032, 0.0221, 0.1377
Si, 3.8481, 2.2304, 27.502, -0.0103, -0.0061, 0.17
Si, 7.7162, 2.2335, 27.8049, -0.0107, 0.0021, 0.1513
Si, 1.9375, 5.5391, 27.5071, 0.011, -0.0368, 0.1152
Si, 5.7379, 5.5882, 27.7045, -0.0215, -0.0049, 0.1242
Si, 9.6642, 5.5672, 27.7025, 0.0134, -0.0326, 0.1132
Si, 0.0122, 8.9075, 27.7271, 0.0065, 0.007, 0.1265
Si, 3.8485, 8.9188, 27.5606, 0.0001, 0.0053, 0.1567
Si, 7.7237, 8.922, 27.7816, -0.0072, 0.022, 0.1317
Si, 1.9264, 12.2674, 27.6208, 0.0076, 0.0064, 0.1377
Si, 5.7656, 12.3076, 27.7481, 0.0007, 0.0203, 0.1305
Si, 9.6458, 12.2398, 27.6125, -0.0048, -0.0148, 0.1593
Si, 1.9262, 1.1223, 28.4272, -0.0169, -0.0049, -0.0225
Si, 5.7465, 1.1417, 28.5149, 0.0345, -0.0095, 0.0267
Si, 9.6801, 1.0881, 28.4832, -0.0095, 0.0163, -0.0021
Si, 0.0149, 4.4498, 28.4612, -0.0087, -0.0023, 0.0274
Si, 3.822, 4.4324, 28.4602, 0.013, 0.0268, 0.0243
Si, 7.7062, 4.4904, 28.5181, 0.0016, -0.0046, 0.0351
Si, 1.9542, 7.7632, 28.4557, -0.0111, 0.012, 0.0061
Si, 5.7585, 7.8193, 28.5053, 0.0109, -0.0202, 0.0365
Si, 9.6744, 7.7996, 28.5279, -0.0079, -0.0041, 0.0477
Si, -0.0084, 11.1573, 28.4855, 0.0068, 0.0046, 0.0072
Si, 3.8403, 11.1373, 28.4834, 0.0057, 0.0128, -0.0007
Si, 7.7169, 11.1738, 28.5174, -0.0175, -0.0046, 0.0137
Si, 1.9336, 1.1164, 30.9109, 0.0142, 0.0282, -0.6055
Si, 5.8008, 1.1164, 30.9109, -0.2554, 0.1013, -0.2872
Si, 9.6679, 1.1164, 30.9109, 0.0931, -0.1198, -0.3933
Si, 0, 4.4654, 30.9109, 0.1367, -0.0312, -0.5696
Si, 3.8672, 4.4654, 30.9109, -0.1386, -0.1655, -0.5197
Si, 7.7343, 4.4654, 30.9109, -0.0707, 0.0757, -0.0921
Si, 1.9336, 7.8145, 30.9109, 0.1134, -0.1835, -0.6053
Si, 5.8008, 7.8145, 30.9109, -0.1765, 0.033, -0.2692
Si, 9.6679, 7.8145, 30.9109, 0.0182, -0.0695, -0.1337
Si, 0, 11.1635, 30.9109, -0.015, 0.0765, -0.2607
Si, 3.8672, 11.1635, 30.9109, -0.1001, -0.1094, -0.3455
Si, 7.7343, 11.1635, 30.9109, 0.0343, 0.082, -0.1956
Si, 0, 0, 0.3944, -0.0154, 0.0175, -0.0091
Si, 3.8672, 0, 0.3944, 0.1595, 0.1359, -0.2928
Si, 7.7343, 0, 0.3944, 0.0837, -0.0211, -0.1765
Si, 1.9336, 3.3491, 0.3944, 0.0208, 0.1036, 0.0869
Si, 5.8008, 3.3491, 0.3944, -0.1021, -0.0521, -0.2045
Si, 9.6679, 3.3491, 0.3944, 0.0985, 0.0732, -0.0831
Si, 0, 6.6981, 0.3944, 0.0623, -0.0616, -0.1882
Si, 3.8672, 6.6981, 0.3944, -0.0861, 0.1728, 0
Si, 7.7343, 6.6981, 0.3944, 0.1007, 0.1764, 0.1071
Si, 1.9336, 10.0472, 0.3944, 0.1743, -0.1264, -0.0171
Si, 5.8008, 10.0472, 0.3944, 0.042, -0.1448, 0.2041
Si, 9.6679, 10.0472, 0.3944, -0.147, -0.0108, 0.1418
Si, 0.0388, 0.0009, 2.767, 0.011, 0.0164, 0.0437
Si, 3.9235, 0.0264, 2.7317, -0.0396, -0.0132, -0.0323
Si, 7.7686, 0.0233, 2.7517, 0.0027, 0.0054, 0.0193
Si, 1.9443, 3.3694, 2.7752, -0.0119, -0.0204, 0.0335
Si, 5.7757, 3.3625, 2.7379, 0.0165, -0.0001, -0.005
Si, 9.6941, 3.3744, 2.7704, 0.0037, -0.0221, 0.0516
Si, 0.0349, 6.684, 2.7446, -0.0138, 0.0085, -0.0291
Si, 3.8655, 6.72, 2.7662, 0.0122, -0.0057, -0.0038
Si, 7.7634, 6.7491, 2.7828, -0.0153, -0.0074, 0.0256
Si, 1.9785, 10.0126, 2.7751, -0.0062, -0.011, 0.0744
Si, 5.8206, 10.0273, 2.8015, -0.0028, -0.0012, 0.0527
Si, 9.6518, 10.0582, 2.792, 0.0028, -0.0147, 0.0745
Si, 0.0301, 2.233, 3.5761, -0.008, 0.0001, -0.0686
Si, 3.8605, 2.2379, 3.5825, -0.0272, -0.0145, -0.0408
Si, 7.7242, 2.2779, 3.4839, 0.0071, 0.0024, -0.0146
Si, 1.9573, 5.6036, 3.6159, -0.0123, 0.0185, 0.0046
Si, 5.8117, 5.6037, 3.4586, 0.0088, 0.0022, -0.063
Si, 9.7013, 5.6214, 3.5655, 0.01, 0.0338, -0.0462
Si, 0.0022, 8.9085, 3.4944, -0.0185, -0.0116, -0.0264
Si, 3.9095, 8.9071, 3.6923, 0.021, -0.0032, -0.0924
Si, 7.7386, 8.9494, 3.732, -0.0019, 0.0102, -0.1015
Si, 2.0201, 12.2731, 3.4528, 0.0217, 0.0143, -0.0524
Si, 5.8423, 12.2849, 3.5108, 0.0011, -0.0223, -0.0292
Si, 9.6928, 12.3046, 3.5861, 0.005, -0.0117, -0.0841
Si, 0.0622, 2.2172, 5.9518, 0.0424, 0.0204, -0.0818
Si, 3.8454, 2.2051, 5.9645, 0.0817, 0.0573, -0.0409
Si, 7.7202, 2.288, 5.8212, -0.0268, -0.0095, -0.1094
Si, 1.9646, 5.6333, 6.0176, 0.0365, -0.0804, -0.091
Si, 5.8137, 5.5364, 5.7721, -0.0523, -0.0134, -0.0981
Si, 9.7425, 5.6487, 5.9402, -0.0049, -0.087, -0.0988
Si, -0.0016, 8.8898, 5.8363, -0.0122, -0.0024, -0.1663
Si, 3.9724, 8.8337, 6.1516, -0.0686, 0.065, -0.0424
Si, 7.7188, 8.9446, 6.2118, 0.041, -0.037, -0.0285
Si, 2.1209, 12.2182, 5.7746, -0.0893, 0.038, -0.1219
Si, 5.8722, 12.3093, 5.8562, -0.0044, 0.0744, -0.076
Si, 9.7174, 12.3177, 5.9736, 0.0204, 0.019, -0.0867
Si, 1.9588, 0.9737, 6.7021, 0.023, -0.0478, 0.0738
Si, 5.8303, 1.1413, 6.645, -0.0084, -0.0356, 0.04
Si, 9.6412, 1.2229, 6.5921, -0.0863, 0.04, 0.1246
Si, 0.0427, 4.4615, 6.7092, -0.0121, 0.0208, 0.0248
Si, 3.911, 4.4568, 6.6654, -0.0445, -0.002, 0.0274
Si, 7.7726, 4.5357, 6.5552, 0.0639, 0.0767, 0.1274
Si, 1.9038, 7.8836, 6.807, -0.0035, 0.0443, 0.1386
Si, 5.8799, 7.5491, 6.9482, 0.0679, -0.1429, 0.0716
Si, 9.727, 7.8647, 6.8696, -0.0022, 0.0514, 0.1488
Si, 0.1371, 11.1545, 6.3665, 0.0645, -0.0449, 0.0515
Si, 4.0543, 11.1244, 6.7457, 0.0346, -0.067, 0.1634
Si, 7.753, 11.2926, 6.8217, -0.078, 0.0788, 0.0958
O, 1.9696, 0.6848, 8.3473, -0.0006, 0.0407, -0.0592
O, 4.3584, 11.2014, 8.3973, 0.0149, -0.0003, -0.0864
O, 7.7349, 4.8283, 8.2, -0.0114, -0.0003, -0.0125
O, 9.8837, 7.9667, 8.5453, 0.0063, -0.0073, -0.1192
O, 6.0096, 6.8785, 8.5333, -0.0678, 0.1666, -0.1165
O, 1.6843, 8.0066, 8.4622, 0.0047, -0.0323, -0.0797
O, 9.3642, 1.59, 8.1834, 0.0071, -0.0125, -0.0366
O, 0.5697, 11.0415, 7.966, -0.0066, 0.0248, 0.0811
O, 7.5237, 11.7728, 8.4288, 0.0081, -0.0379, -0.0945
O, 6.2464, 10.5799, 23.0788, -0.0282, 0.0093, 0.1092
O, 3.9759, 13.0869, 22.6705, 0.0178, 0.0285, 0.1971
O, 6.3526, 3.7584, 22.9231, -0.0693, -0.016, 0.0607
O, 1.6548, 3.0076, 22.4404, 0.0158, 0.0542, 0.2495
O, 9.0641, 3.435, 22.8699, 0.0503, -0.007, 0.1351
O, 7.569, 0.3146, 22.98, 0.0148, -0.0142, 0.0602
O, 1.4577, 9.9293, 22.7588, 0.0137, 0.0022, 0.2143
O, 4.0234, 6.6961, 22.5174, -0.0349, -0.0517, 0.2762
O, 9.6858, 9.3495, 22.9434, 0.0438, 0.0256, 0.1109
Si, 3.312, 12.9961, 21.1714, 0.0424, -0.0424, -0.0582
Si, 11.8204, 1.7809, 11.4804, 0.0111, -0.0077, 0.018
Si, -0.7758, 13.6385, 15.6286, 0.0022, -0.0122, 0.0057
Si, 7.247, 3.6226, 11.3068, 0.007, -0.0162, 0.0625
Si, 8.8358, 9.3313, 14.9088, -0.0008, 0.0092, 0.0022
Si, 10.4312, 0.9471, 19.9008, -0.0082, -0.0261, -0.032
Si, 1.7368, 3.9968, 18.3461, -0.0044, 0.0214, -0.014
Si, 8.8634, 10.2814, 11.9363, 0.016, 0.0277, 0.041
Si, 4.9231, -2.9316, 12.6507, -0.002, 0.0065, 0.0257
Si, 3.6143, 0.4791, 14.7463, -0.0053, -0.0059, -0.0058
Si, 10.1981, 6.6974, 15.3965, 0.0003, 0.0186, -0.0089
Si, 11.0561, -0.9597, 12.8885, 0.0001, 0.0087, 0.0194
Si, 5.791, 7.1527, 18.6139, -0.0001, 0.0135, 0.0332
Si, 13.4095, 0.0366, 9.8282, -0.0179, 0.0246, 0.0675
Si, 7.6857, 3.6089, 21.9797, 0.0496, 0.0114, -0.0016
Si, 11.4785, 11.1386, 9.4205, 0.0401, -0.0025, -0.0011
Si, 4.4734, -5.6316, 21.3534, 0.0328, 0.068, -0.0776
Si, 1.4966, 2.2647, 20.9818, -0.0372, -0.0262, -0.0744
Si, 6.1704, -4.2294, 16.2935, 0.0031, 0.0078, 0.0088
Si, -4.5637, 5.8218, 9.2977, 0.0768, -0.1253, 0.0104
Si, 4.3995, 4.8997, 16.8599, 0.0207, -0.0029, 0.0025
Si, 9.2345, 15.0237, 9.7898, 0.045, 0.0522, 0.0278
Si, 1.651, 8.7703, 9.9036, 0.0042, 0.0073, 0.0557
Si, 8.4563, -1.4116, 9.7524, 0.0275, -0.0294, 0.1204
Si, 9.4644, 7.6662, 10.1053, 0.0436, 0.0119, 0.0844
Si, 2.077, -2.1972, 13.7787, -0.0033, 0.0036, -0.0007
Si, 6.4135, 9.9192, 21.6126, -0.0171, 0.0648, -0.0645
Si, -0.9644, 11.9409, 18.0388, -0.0124, 0.0125, -0.0072
Si, 5.6904, -1.5423, 15.2904, -0.0014, -0.0062, 0.0083
Si, 1.377, 2.4905, 15.6473, 0.0137, -0.0109, -0.0163
Si, 6.8795, 3.4597, 15.8216, 0.0052, -0.0087, -0.0032
Si, 3.8415, 11.0822, 9.9374, 0.0027, -0.0069, 0.0524
Si, 5.5881, 2.3961, 13.4579, -0.0077, -0.0195, -0.0002
Si, 10.977, 6.2019, 18.3172, -0.0057, 0.0192, 0.0157
Si, -2.4002, 8.9545, 21.4497, -0.0199, 0.0403, -0.1006
Si, 1.1759, 4.3696, 13.1638, 0.0094, -0.002, -0.0094
Si, 5.8327, 7.5897, 13.6223, 0.0035, 0.0052, 0.0098
Si, 4.0079, 5.1393, 13.8321, -0.0021, -0.0085, -0.0004
Si, 8.0777, 5.4532, 13.7468, 0.0033, 0.0032, 0.0078
Si, 7.55, -0.8798, 17.4147, -0.0123, 0.0047, 0.0094
Si, 8.7549, 15.1209, 17.4075, -0.0183, -0.0115, 0.0096
Si, 13.7727, 10.0142, 21.2879, 0.0331, 0.0021, -0.0657
Si, 11.4888, 9.2212, 19.2656, 0.0047, 0.0058, 0.0195
Si, 0.0893, 9.0012, 14.4665, -0.0113, 0.0099, -0.0019
Si, 5.819, -1.1853, 19.8157, 0.0043, -0.0155, 0.0344
Si, 7.8221, 0.7037, 21.4324, 0.0087, -0.0459, -0.0251
Si, 8.4303, 6.2017, 20.2032, 0.0114, 0.0188, 0.0051
Si, 0.2741, 7.1777, 11.9465, 0.0096, 0.0029, 0.0139
O, 9.3917, 0.5333, 21.0737, -0.0343, 0.0074, 0.0433
O, 7.1634, -1.0679, 15.8323, -0.0048, -0.0022, 0.0228
O, 10.9712, -0.4904, 19.3214, 0.0013, 0.0216, 0.029
O, 1.3838, -3.4044, 14.7022, 0.0022, 0.0015, 0.0132
O, -1.2669, 9.3293, 20.379, -0.0254, -0.0065, 0.0836
O, 11.4039, -0.7458, 16.7863, -0.0034, -0.0048, 0.0126
O, 6.4304, 4.7701, 10.4287, -0.0209, 0.0424, -0.0192
O, 1.1997, 2.937, 17.2077, -0.0008, 0.0015, 0.029
O, 7.422, 2.2555, 21.0919, 0.006, 0.0039, 0.0397
O, 8.6844, 13.5378, 10.2178, -0.0311, -0.0451, 0.0077
O, 4.4622, 1.1968, 13.5092, 0.0044, 0.007, 0.0094
O, -1.2186, 9.8856, 14.9619, 0.0036, -0.0036, 0.0144
O, -0.0382, 1.8362, 20.6409, 0.0318, 0.0329, 0.0365
O, 1.9586, 3.2827, 19.7934, 0.0037, -0.0167, 0.0644
O, 7.2622, 6.725, 19.1865, 0.0002, -0.0005, 0.0144
O, 5.2006, -2.9262, 16.0446, -0.0017, -0.004, 0.0178
O, -0.1563, 7.77, 18.5091, 0.0026, 0.0039, 0.0141
O, 0.6686, 5.2266, 18.5188, 0.0044, -0.0108, 0.0047
O, 9.7692, 1.8674, 18.6911, 0.002, 0.008, 0.0278
O, 5.0009, 10.9562, 11.0869, -0.0043, 0.0049, -0.0068
O, 3.7031, 5.3158, 15.4329, -0.0058, 0.0051, 0.0134
O, 1.5934, 7.612, 11.065, 0.0064, 0.0147, -0.0138
O, 2.3616, 0.8899, 20.9525, -0.0197, 0.0403, 0.0315
O, 11.6187, 7.5493, 15.2588, 0.0033, -0.0029, 0.0158
O, 8.2295, 2.7902, 10.313, 0.0027, -0.004, -0.0041
O, 1.2947, 9.437, 20.0445, 0.0072, 0.016, 0.0579
O, 7.6934, 9.7523, 15.9997, 0.0028, 0.0068, 0.0144
O, 8.8248, 7.3724, 21.283, -0.0112, -0.0515, 0.0564
O, 2.7451, 4.7118, 12.9051, -0.0084, 0.0001, 0.0201
O, 6.6633, 2.252, 14.7091, -0.0034, -0.0001, 0.0098
O, 3.0506, -0.9176, 10.2477, 0.0236, 0.0023, 0.0012
O, 6.2908, 2.4602, 11.9817, 0.022, 0.0162, -0.0078
O, 11.1627, 0.5789, 12.3635, 0.0096, 0.0149, -0.0017
O, 5.9359, 8.3712, 21.7487, -0.0211, -0.1445, 0.0612
O, 0.9038, 11.6901, 12.7696, 0.0031, -0.0031, 0.0028
O, 7.2529, 6.8147, 13.288, 0.0015, -0.0045, -0.0007
O, 3.3327, -2.9403, 13.0654, 0.0082, -0.0097, -0.0038
O, 5.978, 8.5823, 17.8093, -0.0026, -0.0093, 0.0105
O, 8.0656, 3.1067, 16.9013, 0.0023, 0.0073, 0.0122
O, 7.556, 0.7022, 17.8165, 0.0015, 0.0098, 0.0109
O, 7.8182, 11.1808, 11.0396, 0.0094, 0.0236, -0.039
O, 11.2449, 10.4402, 18.2048, -0.0012, -0.0205, 0.0212
O, 13.2561, 1.2848, 10.8684, 0.006, -0.0119, 0.0013
O, 5.468, 3.6808, 16.6248, -0.0031, 0.0032, 0.0166
O, 2.5085, 11.5838, 21.0077, -0.0218, 0.0035, 0.0349
O, 5.2486, 6.1141, 17.5058, -0.006, -0.0048, 0.01
O, 5.5537, 10.7721, 20.5365, 0.0261, 0.0108, 0.0182
O, 4.6757, 7.1769, 19.8327, -0.0119, -0.004, 0.0425
O, 9.0157, 11.8614, 17.7595, -0.0034, -0.006, 0.0149
O, 0.4425, 12.5397, 10.0323, -0.0269, -0.0176, 0.0013
O, 12.0719, 5.8063, 12.8169, -0.0095, 0.0069, 0.0178
O, 12.1408, 3.1801, 12.2504, -0.0081, -0.0156, 0.01
O, -2.6306, 7.7681, 15.3448, -0.0029, -0.0239, 0.0148
O, 4.428, 13.0488, 19.9667, -0.0321, 0.0134, 0.0536
O, 7.3231, 4.8397, 15.0655, 0.0001, 0.0062, 0.0142
O, -2.4242, 9.0013, 10.9878, 0.0023, -0.0301, -0.0226
O, 12.7054, 3.823, 14.7187, -0.0058, 0.0065, 0.0157
O, 11.5455, 8.481, 12.9095, 0.0036, -0.0247, -0.017
O, 9.8737, 11.2809, 9.2955, -0.0432, -0.001, -0.0029
O, 5.025, 3.9043, 13.6506, -0.006, 0.0121, 0.0122
O, 3.206, 4.5189, 17.8869, -0.0132, -0.0041, 0.015
O, 4.7115, 13.1111, 15.6829, 0.0009, -0.0016, 0.0117
O, 3.4594, 9.0298, 21.3452, -0.0129, -0.0209, 0.0355
O, 8.1465, 6.7175, 10.0877, -0.0324, -0.0059, -0.0055
O, 7.9399, 9.9117, 21.0787, 0.0357, 0.0299, 0.0302
O, 9.7953, 5.8242, 19.3825, -0.0216, -0.002, 0.0246
O, 0.3393, 9.7487, 10.1443, -0.0016, -0.0127, 0.009
O, 10.0884, 11.356, 12.147, -0.0104, -0.0147, -0.0128
O, 0.3097, 1.3607, 15.2036, -0.0084, -0.0059, 0.0148
O, 6.9911, -0.3454, 20.5382, 0.0331, 0.05, 0.056
O, 5.5635, -4.4434, 12.7451, -0.0028, 0.0018, 0.0087
O, -1.1386, 12.6661, 14.385, -0.0044, -0.0032, 0.0104
O, 8.0859, 4.3894, 12.5008, -0.0106, -0.0137, -0.0231
O, 9.6615, 5.686, 14.1995, -0.0079, -0.0058, 0.014
O, 5.6884, 11.521, 13.6694, -0.0093, -0.0106, -0.0007
O, -2.0846, 1.0571, 16.1314, 0.0015, -0.0064, 0.0107
O, 10.3435, 5.9407, 16.825, 0.0008, -0.0042, 0.0231
O, 5.8174, 7.9999, 15.2069, -0.0079, -0.018, 0.0023
O, 10.6608, 6.8828, 10.8944, -0.034, 0.0082, -0.0249
O, 10.7187, 2.0496, 10.3193, -0.0239, 0.0024, -0.009
O, 2.5749, 12.6437, 14.402, -0.0017, -0.0075, 0.01
O, 8.325, 9.7364, 13.3921, -0.001, 0.0045, -0.0271
O, 4.6234, 6.5439, 13.2871, -0.0002, 0.0067, 0.0178
O, 6.3258, -1.5108, 18.3002, -0.0049, 0.0063, 0.0291
O, 7.8659, 4.8909, 20.9901, -0.0146, -0.0472, 0.0599
O, 2.8363, 1.7441, 15.4482, -0.004, 0.0057, 0.0144
O, 2.9607, 9.715, 10.0581, 0.0031, -0.0107, -0.004
H, 5.8877, 1.1391, 8.1457, -0.0062, -0.0002, -0.0105
H, 4.0213, 4.4863, 8.163, -0.0061, -0.0055, 0.007
H, 0.0046, 4.4569, 8.2102, -0.0005, -0.0025, 0.005
H, -0.0262, -0.107, -8.2532, 0.0294, -0.0415, -1.5633
H, -0.1624, 6.768, -8.2145, -0.1423, 0.1026, -1.5048
H, 7.6342, 6.7109, -8.039, -0.01, 0.0448, -1.5778

Results
free energy: -166609.719 eV
free energy less fixed offsets of H -15.97, O -568.88, Si -635.61 eV per atom: 0.981 eV

The program warned: the cutoff lies below the one the program advises for these potential files; the exchange-correlation potential is rough where the density is thin.
